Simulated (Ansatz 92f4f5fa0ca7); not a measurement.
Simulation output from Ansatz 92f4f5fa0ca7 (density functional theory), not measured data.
Periodic cell of 184 atoms, Si120O64, from a study of silicon, its oxide and their interface. The atomic structure is a simulated model.
This geometry differs little from another in the collection (a relaxation step or a small displacement).

Settings: functional r2SCAN; potential files Ansatz PAW; basis plane waves; wave-function cutoff 800 eV; density cutoff ratio 5; exchange-correlation grid ratio 1; k mesh 1 x 1 x 1, shifted by 0.5 0.5 0 of a step; self-consistency stop 1e-10 eV per atom in the density residual; occupations fixed; spin none; net charge 0.

Cell vectors (angstrom)
a, 10.88, 0, 0
b, 0, 10.88, 0
c, 0, 0, 27.1591

Atoms and the computed forces on them: element, x, y, z (angstrom), force x, y, z (eV/angstrom)
Si, 0.1602, -0.1201, 0.0262, -0.0114, 0.0035, -0.0455
Si, 2.9853, 2.3459, 0.1521, -0.0049, 0.0059, -0.0419
Si, -0.2602, 5.7907, -0.0912, 0.0068, 0.0021, -0.0308
Si, 2.1962, 8.3739, -0.124, 0.0017, -0.009, -0.0486
Si, 5.2114, 0.1297, 0.0317, 0.0088, -0.0124, -0.0456
Si, 7.8991, 2.9162, -0.2207, 0.0062, -0.0069, -0.0416
Si, 5.6421, 5.115, -0.145, -0.0087, 0.0059, -0.046
Si, 8.3062, 7.8773, 0.1307, 0.0077, 0.0016, -0.0337
Si, 1.3617, 1.2935, 1.4227, -0.0056, 0.0017, 0.0019
Si, 4.0905, 4.0551, 1.2698, -0.0024, 0.0034, 0.0078
Si, 1.2485, 6.8384, 1.3557, 0.0023, -0.0054, 0.0078
Si, 3.988, 9.3808, 1.1557, -0.004, -0.0021, 0.0027
Si, 6.8041, 1.3631, 1.2295, 0.0027, 0.0023, 0.0088
Si, 9.5135, 4.0535, 1.0917, 0, -0.0014, 0.0023
Si, 6.7498, 6.6483, 1.3042, -0.0036, 0.0025, 0.0035
Si, 9.4784, 9.5374, 1.3025, -0.0013, 0.003, 0.0097
Si, -0.0395, 2.7478, 2.5767, -0.0009, 0.0005, 0.0019
Si, 2.7301, -0.1255, 2.6776, 0.0027, 0.0021, 0.0056
Si, -0.0623, 8.1937, 2.7237, -0.0052, -0.0036, 0.0032
Si, 2.6967, 5.4437, 2.5816, 0.0003, -0.0004, 0.0006
Si, 5.4468, 2.6973, 2.647, -0.0019, 0.0023, 0.0049
Si, 8.129, 0.0218, 2.6193, 0.0029, -0.0031, 0.0004
Si, 5.3828, 8.0912, 2.5606, 0.0037, -0.0006, 0.0017
Si, 8.1739, 5.3399, 2.6231, 0.0036, 0.0011, 0.0017
Si, 1.3301, 4.0904, 3.9424, 0.0018, -0.0006, -0.0007
Si, 4.08, 1.3158, 3.9786, -0.001, -0.0007, 0.0047
Si, 1.3483, 9.4889, 4.0648, -0.001, 0.0013, 0.0032
Si, 4.0499, 6.7791, 3.9664, -0.0005, -0.0031, -0.0004
Si, 6.804, 4.0361, 4.0109, -0.0018, 0, 0.0027
Si, 9.5033, 1.38, 3.9602, -0.0008, 0.0002, -0.0003
Si, 6.7495, 9.5001, 3.9223, -0.0001, 0.0014, -0.0005
Si, 9.4709, 6.7723, 3.9961, -0.0003, 0.0015, 0.0003
Si, -0.0122, 0.0313, 5.335, -0.001, 0, 0.0001
Si, 2.6963, 2.7144, 5.2979, -0.0015, 0.0003, -0.0001
Si, -0.0044, 5.4439, 5.337, -0.001, -0.0017, -0.0008
Si, 2.7259, 8.1233, 5.3738, 0.0009, -0.0004, 0.0005
Si, 5.4452, -0.0173, 5.3391, 0, -0.0011, 0.0005
Si, 8.1588, 2.6984, 5.362, 0.0016, 0.0002, 0.0001
Si, 5.4282, 5.4412, 5.3216, -0.0002, 0.0017, -0.0003
Si, 8.1174, 8.1614, 5.3195, 0.0002, -0.0003, -0.0004
Si, 1.3443, 1.3824, 6.6918, 0.0001, 0.0007, 0.0004
Si, 4.055, 4.086, 6.6671, 0.0001, 0, 0.0001
Si, 1.3621, 6.7782, 6.7173, -0.0002, -0.0002, -0.0005
Si, 4.0861, 9.5163, 6.6992, -0.0007, 0.0009, 0.0006
Si, 6.8102, 1.3385, 6.7107, -0.0003, -0.0001, -0.0002
Si, 9.5058, 4.0916, 6.6885, -0.0004, 0.0006, 0.0001
Si, 6.7673, 6.8158, 6.6912, -0.0003, -0.0003, 0.0007
Si, 9.5087, 9.5336, 6.6703, 0.0001, 0.0002, 0.0001
Si, -0.02, 2.7446, 8.0421, -0.0004, 0.0003, -0.0004
Si, 2.719, 0.0109, 8.027, -0.0002, 0, 0.0007
Si, 0.0157, 8.1855, 8.0239, -0.0004, 0.0001, 0.0002
Si, 2.7255, 5.4383, 8.0849, -0.0001, 0.0002, -0.0003
Si, 5.4376, 2.7448, 8.0097, -0.0006, 0.0001, 0.0002
Si, 8.1846, 0.0015, 8.0752, 0.0004, 0.0002, -0.0002
Si, 5.4624, 8.199, 8.0729, -0.0001, -0.0003, -0.0001
Si, 8.1417, 5.4606, 8.0349, 0.0001, 0.0002, 0.0006
Si, 1.3163, 4.0839, 9.4153, 0.0005, -0.0002, 0.0002
Si, 4.0883, 1.3862, 9.3487, 0.0001, 0.0004, 0.0001
Si, 1.3841, 9.5292, 9.4073, 0.0002, 0, 0.0006
Si, 4.1082, 6.8422, 9.4117, -0.0007, -0.0008, -0.0001
Si, 6.7819, 4.0976, 9.4005, -0.0002, 0.0004, -0.0001
Si, 9.5358, 1.386, 9.4274, -0.0004, 0.0001, -0.0001
Si, 6.8386, 9.5454, 9.4577, -0.0002, 0.0005, 0.001
Si, 9.5031, 6.8535, 9.3537, 0.0004, 0, 0
Si, 0.0427, 0.0251, 10.7631, -0.0002, -0.0003, -0.0001
Si, 2.7023, 2.6915, 10.7046, -0.0004, 0.0012, 0.0011
Si, -0.0685, 5.4952, 10.7158, -0.0003, 0.0008, -0.0004
Si, 2.7821, 8.2093, 10.793, -0.0004, 0.0011, 0.0019
Si, 5.4657, 0.0923, 10.738, -0.0004, -0.0004, 0
Si, 8.1251, 2.7244, 10.7733, 0.0013, -0.0007, 0.0007
Si, 5.479, 5.5105, 10.772, -0.0005, -0.0007, 0.0024
Si, 8.2371, 8.1928, 10.8098, -0.0005, -0.0011, 0.0004
Si, 1.4564, 1.2975, 12.1403, -0.0001, 0.0006, -0.0004
Si, 4.0052, 4.1362, 11.9702, -0.0016, -0.0009, 0.0003
Si, 1.3201, 6.8414, 12.0331, 0.0007, -0.002, 0.0002
Si, 4.1999, 9.623, 12.1318, -0.0001, -0.0005, 0.0017
Si, 6.7599, 1.4151, 12.1988, 0.0003, -0.0003, 0.0009
Si, 9.4263, 4.1537, 12.0816, -0.0004, -0.0005, 0.0011
Si, 6.906, 6.8298, 12.1817, -0.0007, 0.0004, 0.0005
Si, 9.5839, 9.6018, 12.1711, 0.0012, 0.0007, 0.0001
Si, 0.011, 2.7921, 13.2271, -0.0007, -0.0012, 0.0043
Si, 2.8897, -0.0113, 13.633, 0.0022, 0.0004, 0.0029
Si, 0.1826, 8.2752, 13.4756, -0.0032, 0.0007, 0.0045
Si, 2.6316, 5.4508, 13.3522, 0.0009, 0.0013, 0.0053
Si, 5.3437, 2.9067, 13.3978, -0.0009, 0.0047, 0.0055
Si, 8.1258, 0.0163, 13.5681, 0.002, 0.0008, 0.0081
Si, 5.6099, 8.3168, 13.4814, 0, -0.0001, 0.0041
Si, 8.183, 5.4321, 13.6648, 0.0028, 0.0015, 0.0044
Si, 1.4662, 3.8499, 14.6783, 0.0067, -0.0003, -0.0331
Si, 3.8739, 1.7863, 14.8549, -0.0035, -0.0025, -0.0324
Si, 1.9556, 9.1204, 14.9296, 0.0035, -0.0022, -0.0291
Si, 4.0746, 6.9074, 14.4298, -0.0011, 0.0013, -0.0203
Si, 6.1888, 4.6151, 14.798, 0.0022, 0.0023, -0.0377
Si, 9.6794, 1.3996, 14.5826, 0.0012, -0.002, -0.0308
Si, 7.2668, 9.1937, 15.0603, -0.0106, -0.0006, -0.0438
Si, 9.5872, 7.022, 14.7373, -0.0035, -0.0075, -0.0326
Si, -1.8211, 4.5657, 18.8851, 0.0047, -0.003, -0.0505
Si, 10.4839, 0.9111, 21.9418, -0.0083, -0.0059, -0.0441
Si, -2.4913, -0.9546, 17.6928, -0.0022, 0.0051, -0.0603
Si, 0.6732, 3.4609, 22.3675, -0.0045, 0.0114, -0.0383
Si, 11.014, -0.2878, 16.5491, 0.0126, -0.0044, -0.0366
Si, 17.9025, -1.2243, 25.1136, -0.0013, 0.0015, -0.0491
Si, 14.1293, 5.346, 18.0973, -0.0008, -0.0042, -0.0532
Si, 12.8971, -5.0146, 20.9227, 0.0063, -0.0098, -0.0499
Si, -1.9062, 4.8229, 22.0561, -0.0023, -0.0002, -0.0455
Si, 10.5312, -3.6172, 22.0828, -0.0072, 0.0007, -0.0402
Si, 4.9584, 3.1678, 17.1174, 0.0051, -0.0089, -0.0531
Si, 3.8158, -2.8183, 22.3683, -0.0066, -0.004, -0.0348
Si, -1.6176, 1.0227, 24.898, 0.0025, -0.0022, -0.0557
Si, 0.4533, 5.6116, 16.9466, -0.0019, 0, -0.0503
Si, 6.1967, -1.1596, 22.307, 0.0068, 0.0041, -0.0381
Si, 6.001, 4.8696, 19.0143, -0.005, -0.0083, -0.0522
Si, 8.902, 9.6232, 20.6894, -0.0044, -0.0043, -0.0465
Si, 9.3726, 1.7444, 17.507, 0.005, -0.0025, -0.0442
Si, 2.3197, 10.7281, 22.7973, -0.0022, -0.0029, -0.0311
Si, 13.466, 2.0592, 24.4554, -0.0011, -0.0065, -0.0496
Si, 1.4426, 6.4971, 24.6865, -0.003, 0.0007, -0.0564
Si, 4.2785, 5.859, 24.2018, 0.0016, 0.0038, -0.0541
Si, 5.9659, 15.1122, 22.0215, 0.0088, 0.0049, -0.0503
Si, 4.6722, 1.5418, 22.554, 0.0079, 0, -0.0334
O, -6.7573, -8.6382, -3.2337, -0.0066, 0.0052, 0.0221
O, -0.3582, 0.6793, -1.3031, 0.0099, -0.0084, 0.0276
O, 2.6729, -5.3311, -2.9823, -0.0032, 0.0011, 0.0205
O, 3.1513, -3.9956, -5.6805, 0.0046, 0.0099, 0.022
O, -1.4347, 6.8698, -0.4672, -0.0112, -0.0065, 0.0152
O, 1.2194, 9.6306, -0.4666, 0.0078, 0.0114, 0.0367
O, 11.7192, -0.089, -4.9648, 0.0041, -0.0026, 0.0171
O, 2.2171, 7.6244, -1.5844, -0.0014, 0.0134, 0.0316
O, 4.1085, 1.2651, -0.3473, 0.0032, -0.0028, 0.03
O, 5.7751, -0.4383, -1.3912, -0.0104, 0.008, 0.0276
O, 4.9106, 5.7181, -1.4764, 0.0139, -0.0076, 0.045
O, 8.5073, 2.319, -1.6298, -0.0046, 0.0102, 0.0285
O, 0.5642, 7.1747, -3.6976, 0.0145, -0.005, 0.0343
O, 6.7605, 4.0208, -0.6566, 0.0001, 0.0008, 0.0284
O, 9.7088, 12.0901, -3.8075, -0.0117, -0.0013, 0.0352
O, 7.4579, 8.4159, -1.1384, 0.0007, -0.0036, 0.0361
O, 9.1975, 3.0313, 18.4142, -0.0032, 0.0109, 0.0208
O, -1.7643, 2.1343, 15.9429, -0.0011, 0.0018, 0.0316
O, 4.5722, 1.7611, 16.378, 0.0051, 0.006, 0.03
O, 8.6096, -1.6762, 19.1346, -0.0027, -0.0054, 0.0403
O, 3.0642, 7.9399, 15.2714, -0.0019, -0.0001, 0.0169
O, 9.926, 8.6621, 21.5146, 0.0051, -0.0066, 0.0193
O, 8.2707, 11.5227, 17.9576, -0.0024, -0.003, 0.0202
O, 13.4719, 5.2326, 19.5618, -0.0074, -0.0016, 0.0381
O, 5.6049, 14.1944, 18.6086, 0.0044, 0.0068, 0.0287
O, 5.1329, 5.8503, 15.1581, -0.0016, -0.002, 0.0195
O, 12.5808, -6.3491, 21.7648, -0.0059, -0.0052, 0.0223
O, 10.8448, 0.3283, 15.0567, -0.0027, -0.0038, 0.0193
O, 8.3211, 7.9599, 15.1499, 0.0058, 0.0085, 0.0172
O, 7.1428, 9.5404, 16.6893, 0.0062, 0.0038, 0.0393
O, 11.5431, 4.2777, 16.0415, -0.0061, 0.007, 0.0309
O, 13.4008, 2.6762, 15.0697, -0.0021, -0.002, 0.0177
O, 8.2667, -0.2301, 24.9518, -0.0003, -0.0009, 0.0203
O, 1.9878, 6.0966, 17.3238, 0.0085, 0.0011, 0.0229
O, -0.6988, 4.1424, 22.8956, 0.003, -0.0033, 0.0164
O, 4.8239, -5.0353, 18.3529, 0.0042, 0.0039, 0.0184
O, -0.5578, -5.5408, 18.1984, -0.0119, -0.0031, 0.0282
O, 1.4548, 2.7428, 23.5514, 0.0081, -0.0071, 0.0239
O, -7.345, 3.988, 17.2428, -0.0021, 0.009, 0.019
O, 9.2217, 4.571, 20.4805, 0.0006, 0.0009, 0.0384
O, 7.5254, -6.6214, 22.4983, -0.0012, -0.0005, 0.0179
O, 10.8464, 0.9832, 17.5719, -0.0024, 0.0052, 0.0144
O, 9.7617, -1.2633, 16.8668, -0.0044, -0.0009, 0.0276
O, 12.3591, 9.7038, 16.4178, -0.0055, 0.0064, 0.0241
O, 7.5562, 5.1608, 18.5543, 0.002, 0.0022, 0.0196
O, 6.1663, 3.8408, 16.2376, -0.0069, -0.0034, 0.0375
O, 5.0117, 8.8534, 21.6183, 0.0015, -0.0035, 0.0118
O, 0.4927, 5.568, 25.6229, -0.0098, -0.0024, 0.0342
O, 5.4008, -8.1453, 21.7426, -0.0017, -0.008, 0.0177
O, 9.1665, 6.4066, 22.3177, 0.0036, 0.0002, 0.015
O, 10.5306, -4.2011, 16.0351, 0.01, -0.0071, 0.0311
O, 20.4127, 0.2338, 20.8263, 0.0102, 0.0044, 0.0161
O, 2.3356, 0.4449, 24.3177, 0.0014, 0.003, 0.0227
O, 2.7234, -1.7046, 22.7729, 0.0024, 0.0032, 0.0112
O, -7.53, 0.7966, 21.925, -0.0039, 0.0025, 0.0117
O, 2.3459, 2.7705, 25.8735, 0.0039, 0.0014, 0.0409
O, -4.9839, 15.9153, 20.6174, -0.0008, -0.0035, 0.0361
O, 5.7711, 11.2417, 22.6808, -0.0048, -0.0052, 0.0136
O, 0.1835, 2.3007, 21.3376, 0.006, -0.0007, 0.0186
O, 5.0577, 4.9154, 23.1542, -0.0124, 0.0056, 0.028
O, 7.438, 9.6808, 21.3205, -0.0095, 0.0115, 0.0248
O, 6.6281, 9.0372, 23.6937, 0.0088, -0.0013, 0.0311
O, 0.6167, 6.6989, 20.8875, -0.0021, 0.0039, 0.0196
O, 4.4258, 7.387, 23.7002, 0.0006, -0.0068, 0.0218

Results
free energy: -113253.600 eV
free energy less fixed offsets of O -570.45, Si -639.56 eV per atom: 2.400 eV

The program warned: the cutoff lies below the one the program advises for these potential files; the forces do not sum to zero within the program's tolerance; empty levels may hold ghost states of the PAW files; the exchange-correlation potential is rough where the density is thin.
